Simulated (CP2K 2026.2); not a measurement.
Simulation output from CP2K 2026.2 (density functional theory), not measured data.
Periodic cell of 1152 atoms, Si864O288, from a study of silicon, its oxide and their interface. The atomic structure is a simulated model.
Doubt: the forces sum to 3.56 eV/angstrom along one axis rather than to zero, so they err by at least 0.0031 eV/angstrom per atom on average; the grid cutoff is modest.

Settings: functional PBE; method Gaussian and plane waves; basis set DZVP-MOLOPT-SR-GTH; pseudopotentials GTH-PBE; grid cutoff 350 Ry, relative cutoff 50 Ry; k points Gamma only; occupations fixed; spin none; net charge 0.

Cell vectors (angstrom)
a 32.64 0 0
b 0 16.32 0
c -0.5007 -5.3517 38.7312

Atoms and the computed forces on them: element, x, y, z (angstrom), force x, y, z (eV/angstrom)
Si 1.1885 9.4807 38.661 -0.2161 0.1587 0.7122
Si 4.4566 1.1414 0.1734 -0.1732 0.0411 0.7591
Si 1.3063 4.1903 0.0381 0.1685 -0.2116 0.769
Si 4.3705 6.4581 0.0215 -0.1411 0.2019 0.7067
Si 0.582 4.5038 38.6716 0.119 -0.1253 0.7466
Si 3.9062 12.6139 0.0838 0.0598 -0.2074 0.8287
Si 6.6238 15.2101 0.1634 0.1052 -0.1392 0.779
Si 9.8801 0.9735 0.0802 -0.3109 0.2463 0.7249
Si 6.5258 4.214 0.3326 0.1352 -0.0194 0.6721
Si 9.1844 6.8866 0.3315 0.12 0.0974 0.7654
Si 6.6286 3.8293 38.7083 -0.2231 0.1643 0.7267
Si 9.7375 11.7999 0.3245 0.1209 0.0973 0.717
Si 12.1684 15.1235 0.249 0.0525 -0.2224 0.6595
Si 14.1384 -3.7408 38.6486 0.1839 -0.1006 0.7013
Si 11.7918 -1.6349 38.6726 -0.0547 0.3225 0.7901
Si 14.6843 1.271 38.6628 -0.2415 0.0926 0.7635
Si 11.9935 9.655 0.0319 0.1504 -0.1769 0.7115
Si 15.1131 11.8938 0.0306 -0.104 0.1801 0.7616
Si 17.4228 9.2553 38.4996 -0.3071 0.2898 0.6761
Si 20.517 1.149 0.1487 -0.254 0.3998 0.6582
Si 16.9228 -0.9644 38.6782 0.1267 -0.091 0.7396
Si 20.7679 6.5482 0.1769 -0.1114 0.1414 0.8372
Si 17.4243 9.7527 0.0358 0.0785 -0.1152 0.7577
Si 20.1638 12.3972 0.147 0.105 -0.0753 0.7217
Si 22.8612 15.2779 0.1327 0.3178 -0.4296 0.6771
Si 25.4442 -4.2417 38.7218 -0.0229 0.2298 0.7505
Si 23.0159 4.4002 0.257 0.0004 -0.2136 0.6918
Si 25.7271 7.1543 0.4957 -0.1441 -0.1051 0.5311
Si 23.5584 9.3229 0.2651 -0.194 0.0184 0.7367
Si 25.1567 7.0683 38.577 0.0693 0.0116 0.7862
Si 27.7382 9.9293 38.6996 0.0523 -0.133 0.8238
Si 30.5658 -3.7063 38.5809 0.204 -0.2784 0.7091
Si 28.8072 3.8791 0.0284 -0.1645 0.161 0.7712
Si 31.1825 1.0552 38.6834 -0.1799 0.2221 0.7572
Si 28.6785 9.3794 0.1615 -0.2167 0.3457 0.6899
Si 30.9692 6.7181 38.7206 -0.0913 0.1262 0.7395
Si 2.7963 -0.0046 1.3716 0.0068 -0.0288 -0.0522
Si 5.4374 2.6662 1.6292 0.0182 -0.0527 -0.0245
Si 2.7914 5.3908 1.387 -0.0379 0.0097 -0.0669
Si 5.4511 8.133 1.2856 0.0056 -0.0165 -0.0672
Si 2.7214 10.9406 1.2544 -0.0012 -0.0059 -0.068
Si 5.4629 13.6451 1.4703 0.0112 -0.0151 -0.0466
Si 8.2174 -0.0111 1.4312 0.0373 0.0515 -0.0329
Si 10.8676 2.6335 1.4279 -0.0011 0.0086 -0.0486
Si 8.0333 5.4061 1.6472 -0.0087 -0.0211 -0.0057
Si 10.8684 8.0915 1.4019 -0.0081 0.0256 -0.0655
Si 8.1523 10.6716 1.5321 -0.0501 -0.0047 -0.0384
Si 10.9493 13.4887 1.4239 -0.0201 0.0187 -0.0194
Si 13.6492 0.0838 1.4512 0.0237 0.0328 -0.0277
Si 16.2593 2.7592 1.2147 -0.0064 0.0106 -0.07
Si 13.5232 5.409 1.1419 0.0288 -0.0095 -0.0506
Si 16.3102 8.1406 1.3414 0.0128 -0.008 -0.061
Si 13.5686 10.7789 1.3935 -0.0073 -0.0044 -0.045
Si 16.3006 13.5714 1.1958 0.0115 0.0035 -0.0399
Si 18.8727 -0.0489 1.2518 -0.0054 -0.0649 -0.0291
Si 21.7413 2.7659 1.3809 0.0157 -0.0015 -0.0333
Si 19.0419 5.4493 1.3386 -0.034 -0.0103 -0.0592
Si 21.847 8.1945 1.4359 -0.0098 -0.0006 -0.078
Si 18.9716 10.8686 1.423 -0.0253 -0.0134 -0.0625
Si 21.7539 13.5929 1.3633 0.0337 -0.0049 -0.0259
Si 24.4918 -0.0057 1.4393 0.0135 -0.0063 -0.0142
Si 27.1562 2.7322 1.2564 -0.0136 -0.0251 -0.0446
Si 24.4939 5.5394 1.6164 0.0283 -0.018 -0.0134
Si 27.2369 8.3613 1.6909 0.0731 0.0356 0.027
Si 24.5122 11.0538 1.4673 0.0354 0.0283 -0.1005
Si 27.1576 13.6251 1.2525 -0.0405 0.0455 -0.0793
Si 29.9077 0.0641 1.2049 -0.0229 0.0381 -0.0441
Si 0.0389 2.6549 1.272 -0.0323 0.0417 -0.0584
Si 30.0019 5.4329 1.3282 -0.0217 0.0708 -0.0514
Si 0.0435 8.1528 1.2261 -0.0565 -0.0243 -0.0552
Si 29.9367 10.9328 1.3594 0.014 0.0097 0.0041
Si 0.0289 13.6873 1.2024 0.01 -0.0109 -0.0292
Si 1.3698 1.3282 2.6794 0.0261 0.0231 0.0025
Si 4.0238 4.0397 2.8575 -0.0049 0.0318 0.0329
Si 1.4129 6.8332 2.6573 -0.0158 -0.0068 0.0285
Si 4.0715 9.5315 2.6145 -0.006 -0.0156 -0.022
Si 1.3628 12.3047 2.6411 0.022 0.0126 0.0202
Si 4.106 14.9872 2.8221 0.0221 0.0081 0.0166
Si 6.9072 1.3473 2.8544 0.0082 -0.0473 0.046
Si 9.5173 4.016 2.7928 0.0054 -0.0045 0.0066
Si 6.6806 6.825 2.8708 -0.026 0.0304 0.0344
Si 9.5408 9.3893 2.8721 0.0083 -0.0306 0.0441
Si 6.803 12.1811 2.7411 0.0322 0.0224 -0.0142
Si 9.5419 14.8664 2.7514 0.0051 0.0171 0.0088
Si 12.2469 1.354 2.833 -0.0271 0.0124 0.028
Si 14.9009 4.1017 2.6113 -0.0306 0.001 0.0467
Si 12.2565 6.7157 2.6672 0.0138 0.0094 -0.0041
Si 14.9264 9.4306 2.7393 0.0035 0.0112 0.0246
Si 12.2956 12.1797 2.7981 0.0217 -0.0196 0.0016
Si 15.0159 14.9433 2.6598 -0.005 -0.048 0.0036
Si 17.5814 1.3624 2.6149 0.0255 0.0372 -0.024
Si 20.3536 4.0809 2.7429 0.0171 0.0185 0.0125
Si 17.7087 6.827 2.704 -0.0029 -0.001 0.0413
Si 20.3962 9.5259 2.726 0.0094 -0.0152 0.0094
Si 17.6074 12.2627 2.718 -0.0057 0.0242 0.0407
Si 20.3245 14.9774 2.6674 0.0089 0.0039 0.0576
Si 23.1193 1.4071 2.7391 0.0049 -0.0058 0.024
Si 25.8874 4.0666 2.7495 0.007 -0.0229 0.0061
Si 23.1127 6.8812 2.9143 -0.0292 0.0179 0.0674
Si 25.8665 9.7559 2.9091 0.0132 0.0395 0.0649
Si 23.0646 12.2816 2.7929 -0.0401 0.0047 0.0465
Si 25.8274 14.9079 2.7374 0.0047 0.0066 0.0282
Si 28.5488 1.3842 2.6446 -0.012 0.0081 0.038
Si 31.3294 4.0375 2.6879 -0.0187 -0.0002 0.0367
Si 28.6453 6.8017 2.7447 0.0196 -0.0295 0.0365
Si 31.2974 9.4788 2.6546 0.0326 0.0058 0.0262
Si 28.5516 12.3123 2.6622 -0.0336 -0.0294 0.0113
Si 31.2758 15.0108 2.5775 -0.0303 -0.0201 -0.026
Si -0.0103 -0.0137 4.0202 0.0016 -0.0042 -0.0082
Si 2.6578 2.6738 4.1371 0.001 0.0008 -0.0105
Si 0.0405 5.4459 4.028 -0.0134 0.0168 -0.0555
Si 2.74 8.1856 4.0417 0.0256 -0.0284 -0.0085
Si 0.0143 10.8918 3.9938 -0.0148 0.0188 -0.0208
Si 2.7076 13.5978 4.0921 0.0016 -0.0069 -0.0169
Si 5.487 -0.0006 4.1625 -0.0198 0.0069 -0.013
Si 8.2082 2.7031 4.2123 -0.0179 -0.0048 0.016
Si 5.3692 5.4237 4.1949 0.0346 0.0148 -0.0024
Si 8.1314 8.0994 4.2081 0.0239 -0.034 -0.0149
Si 5.4077 10.851 4.0646 0.0022 -0.0272 0.0093
Si 8.1633 13.5395 4.1129 0.0047 0.0055 -0.0139
Si 10.881 -0.061 4.1223 -0.0028 0.0131 -0.0176
Si 13.6143 2.761 4.0975 0.006 0.0236 -0.0199
Si 10.9007 5.4015 4.0869 -0.002 0.0032 0.0044
Si 13.5796 8.0753 4.0851 -0.0161 0.0129 -0.0097
Si 10.8987 10.8319 4.1433 -0.0296 -0.0027 -0.0227
Si 13.6572 13.5912 4.0768 -0.0209 0.0215 -0.0034
Si 16.3126 -0.001 4.055 -0.008 0.0081 -0.0024
Si 18.9791 2.6853 4.0315 0.0211 -0.0109 -0.0048
Si 16.2962 5.4384 4.0095 -0.0181 -0.0125 -0.0456
Si 19.0463 8.1678 4.0944 -0.0105 -0.0155 -0.0177
Si 16.2739 10.8603 4.0681 0.0122 0.0225 -0.0189
Si 19.0043 13.6136 4.0691 -0.0072 -0.0233 -0.0412
Si 21.7163 0.0176 4.0421 0.0078 -0.0345 -0.0327
Si 24.4965 2.7327 4.1033 -0.0097 0.007 -0.0077
Si 21.7136 5.4474 4.138 0.0126 0.0104 -0.0223
Si 24.5137 8.2699 4.1777 -0.06 0.0006 -0.0264
Si 21.7238 10.8893 4.1152 0.0048 -0.0017 -0.0079
Si 24.4557 13.6165 4.1316 0.0312 0.0047 -0.0107
Si 27.2124 0.0004 4.0375 0.036 -0.005 -0.0494
Si 29.9265 2.7137 4.0434 -0.0181 0.0001 -0.0246
Si 27.2605 5.4378 4.0815 -0.0068 0.0281 0.0185
Si 29.979 8.1653 4.0963 -0.0149 0.0185 0.0137
Si 27.2754 11.0317 4.1898 0.005 0.0004 0.0264
Si 29.9406 13.6588 3.9942 0.0072 0.0055 0.0061
Si 1.3393 -1.3819 21.8162 -0.003 0.0256 0.0204
Si 4.0578 1.3642 21.7819 -0.0016 0.0104 -0.0066
Si 1.3267 4.0713 21.8019 0.0039 0.0033 0.0146
Si 4.0284 6.7829 21.8527 0.0104 -0.001 0.0106
Si 1.3785 9.5021 21.8457 -0.0089 0.0074 0.0278
Si 4.0657 12.235 21.8636 0.0062 -0.0094 0.0159
Si 6.7657 -1.38 21.8213 -0.0138 -0.0033 0.0257
Si 9.5147 1.355 21.8003 0.0066 -0.0151 -0.0032
Si 6.7687 4.0894 21.8598 0.0056 -0.0097 0.0253
Si 9.4611 6.8429 21.731 -0.0035 -0.0115 -0.0153
Si 6.7622 9.5315 21.804 0.013 -0.0252 0.0133
Si 9.4923 12.2584 21.7368 -0.0008 -0.0007 -0.0026
Si 12.233 -1.3279 21.7849 0.0099 -0.0053 0.0215
Si 15.0118 1.4216 21.7347 -0.0061 0.0122 0.0099
Si 12.2385 4.0579 21.7207 0.01 0.0039 0.0143
Si 14.9403 6.7848 21.7029 -0.0083 0.0096 -0.0035
Si 12.2281 9.5227 21.7253 -0.0008 0.0023 0.013
Si 14.9405 12.2754 21.6806 -0.0083 0.0127 -0.0112
Si 17.7414 -1.3188 21.7229 0.0418 -0.006 0.0214
Si 20.3774 1.4012 21.7139 -0.0155 0.0021 0.0022
Si 17.6993 4.079 21.7501 -0.0082 -0.009 0.0059
Si 20.4145 6.784 21.7333 0.0013 -0.0144 0.0176
Si 17.6996 9.5164 21.6749 -0.0098 0.0204 0.0114
Si 20.455 12.2668 21.7093 0.0223 -0.0101 -0.0119
Si 23.1425 -1.3799 21.6769 0.0107 -0.0079 -0.0062
Si 25.8488 1.354 21.6843 0.0009 -0.0214 0.0009
Si 23.1037 4.1119 21.7206 -0.0095 0.0051 -0.0066
Si 25.8472 6.8213 21.7174 0.011 -0.0077 0.0162
Si 23.1643 9.53 21.7093 -0.0098 0.0037 0.0132
Si 25.8617 12.1968 21.6785 -0.0122 -0.0068 0.0042
Si 28.5647 -1.4059 21.6243 0.0105 -0.016 -0.0242
Si 31.3189 1.3671 21.7526 0.0089 0.0278 0.0128
Si 28.5882 4.0614 21.6983 0.0109 -0.0043 -0.0113
Si 31.2785 6.8063 21.7923 -0.0009 0.0076 0.0092
Si 28.5714 9.4867 21.7829 -0.0084 0.0153 0.012
Si 31.2751 12.1791 21.7423 -0.0128 0.0163 0.0064
Si 2.7012 0.0224 23.1473 -0.0031 0.0005 -0.0079
Si 5.3863 2.6901 23.1987 0.0123 0.0239 0.0194
Si 2.6533 5.3989 23.2127 -0.0078 -0.025 0.0206
Si 5.3843 8.1847 23.1816 0.008 0.0041 -0.007
Si 2.7196 10.8697 23.2545 0.0017 0.0118 0.0239
Si 5.416 -2.7219 23.247 0.0606 0.0204 0.0385
Si 8.1588 -0.0299 23.1501 0.0032 0.025 -0.0237
Si 10.8797 2.7474 23.1285 0.0013 -0.016 0.0111
Si 8.1333 5.5346 23.1618 -0.0082 0.0089 -0.0052
Si 10.8247 8.1914 23.069 -0.0071 0.0157 0.026
Si 8.1191 10.9422 23.1178 -0.0141 0.0063 0.0078
Si 10.8659 -2.745 23.1118 -0.013 0.0071 -0.0097
Si 13.6298 0.1013 23.0686 -0.0181 -0.0169 0.0101
Si 16.3768 2.7359 23.1663 0.0108 0.0223 0.0211
Si 13.6204 5.3829 23.0658 -0.0026 -0.0227 0.0313
Si 16.2897 8.187 23.0061 -0.0041 -0.0042 -0.0148
Si 13.6057 10.9025 23.0454 0.0052 -0.0011 -0.0097
Si 16.329 -2.6853 22.9888 -0.0407 -0.0263 0.0143
Si 19.0781 0.0504 23.1341 -0.0159 -0.0157 0.0063
Si 21.701 2.7869 23.0634 0.0004 0.0412 0.0461
Si 19.0493 5.4342 23.1147 0.0405 -0.0081 0.0234
Si 21.8294 8.1344 23.0419 0.0092 0.0223 -0.0179
Si 19.1065 10.8566 22.9979 -0.0132 0.0067 0.0222
Si 21.8144 -2.6989 23.0951 0.009 -0.0316 0.0165
Si 24.5241 -0.0562 23.0134 -0.0082 0.0011 0.0254
Si 27.1966 2.7339 23.0256 0.0254 0.0226 0.0447
Si 24.4512 5.5005 23.0614 -0.0253 -0.0085 -0.0083
Si 27.2251 8.0987 23.1353 -0.0102 -0.0084 0.0513
Si 24.5032 10.8988 23.0848 0.0252 0.031 0.0394
Si 27.2832 -2.8116 22.989 0.0223 0.0181 -0.0165
Si 29.9067 -0.0531 22.9523 -0.0004 -0.0274 -0.0228
Si -0.0176 2.7355 23.2051 -0.0166 -0.0114 -0.0106
Si 29.9414 5.3751 23.0993 -0.014 -0.0014 -0.001
Si -0.016 8.1571 23.1908 0.0093 -0.0115 0.0208
Si 29.9166 10.8643 23.1525 0.018 -0.0058 -0.0017
Si -0.0276 -2.8118 23.124 -0.0002 -0.0007 0.0147
Si 1.3513 1.3558 24.5366 0.0398 0.0305 0
Si 4.0071 4.033 24.5958 -0.0311 -0.0252 -0.0291
Si 1.2467 6.7289 24.5817 -0.0071 -0.0303 -0.0176
Si 4.0823 9.5038 24.6465 -0.0118 0.0374 0.0215
Si 1.314 12.2213 24.5999 -0.0182 -0.0177 0.0049
Si 4.023 -1.3077 24.5532 0.0301 -0.0141 -0.003
Si 6.7947 1.3155 24.509 -0.0318 0.0147 -0.0331
Si 9.537 4.1729 24.4526 0.0233 0.0088 -0.0325
Si 6.7524 6.8846 24.5565 0.0269 -0.0262 -0.0052
Si 9.5327 9.6459 24.4381 0.0234 0.0005 -0.0105
Si 6.791 12.2081 24.6205 0.0221 -0.0306 -0.0344
Si 9.4925 -1.4382 24.4959 -0.0219 -0.0236 -0.0022
Si 12.2886 1.4302 24.4926 0.0293 0.0152 -0.0363
Si 15.0055 4.1029 24.5231 -0.0124 0.0017 -0.0369
Si 12.1721 6.7261 24.3081 -0.0591 -0.0043 -0.0338
Si 14.9567 9.5384 24.3836 0.0293 0.0156 -0.0143
Si 12.284 12.2437 24.4391 -0.0272 0.001 -0.0101
Si 15.0596 -1.2352 24.345 0.0606 0.0143 -0.0475
Si 17.7502 1.3931 24.5736 -0.0304 0.0233 0.0266
Si 20.4019 4.1299 24.5712 0.0064 -0.0146 -0.028
Si 17.624 6.8395 24.3538 -0.0075 -0.0251 -0.018
Si 20.5 9.5069 24.3527 0.0149 0.0378 -0.0194
Si 17.6694 12.1946 24.2573 -0.0308 -0.0204 -0.0557
Si 20.4833 -1.3059 24.4543 0.021 0.0194 -0.0259
Si 23.0953 1.3409 24.2488 -0.0113 -0.0239 -0.0604
Si 25.8328 4.1474 24.3464 0.0107 -0.0019 -0.0528
Si 23.1417 6.8407 24.512 0.0037 -0.0259 0.0379
Si 25.8618 9.5233 24.4279 0.0037 -0.0086 -0.0523
Si 23.1899 12.2895 24.4861 0.0172 -0.0117 -0.0221
Si 25.9443 -1.4762 24.2935 -0.0219 0.006 -0.0621
Si 28.5823 1.3116 24.2786 0.002 -0.0116 -0.0732
Si 31.2372 4.0875 24.5914 0.0168 0.0098 0.0104
Si 28.5665 6.6416 24.4786 -0.0393 0.004 0.0032
Si 31.2731 9.5452 24.5465 -0.0001 0.0073 0.0077
Si 28.5492 12.2211 24.5161 0.008 0.0028 0.0241
Si 31.1372 -1.4674 24.3388 -0.0747 -0.0131 -0.0394
Si -0.1371 -0.1068 25.5783 0.0304 -0.0087 -0.0108
Si 2.6565 2.6426 26.0603 0.0257 0.0363 0.0455
Si -0.1187 5.424 26.0956 -0.0276 0.0394 0.0515
Si 2.6299 8.1089 25.8876 0.0004 -0.0024 0.0074
Si -0.0689 10.9035 26.0328 -0.0188 -0.0263 0.0206
Si 2.6163 -2.6224 25.9232 -0.0081 0.0323 0.0416
Si 5.4904 -0.0773 25.9371 0.0674 0.0064 0.0559
Si 8.1205 2.8489 25.7252 -0.0268 0.0364 -0.0011
Si 5.3751 5.4931 25.8917 -0.0319 0.0174 0.0004
Si 8.0916 8.3941 25.7975 -0.052 0.0515 0.0249
Si 5.4047 10.8844 26.0899 0.0283 0.0114 0.0385
Si 8.232 -2.7972 26.0024 0.0238 0.0183 0.0574
Si 10.9515 -0.0864 25.7077 0.0733 -0.0172 0.0176
Si 13.6532 2.7779 25.947 -0.0271 -0.0254 0.0482
Si 10.909 5.4686 25.8628 -0.0015 -0.0379 0.0666
Si 13.5117 8.1219 25.5486 0.0179 -0.0014 0.0444
Si 10.9677 10.9158 25.8745 -0.0193 -0.0156 0.0435
Si 13.7301 -2.6494 25.5941 -0.0502 -0.0005 0.0226
Si 16.3479 0.0355 25.9039 -0.0324 -0.0021 0.0792
Si 19.0796 2.733 26.0128 0.0425 0.0257 0.0706
Si 16.3186 5.5764 25.8481 -0.0613 -0.003 0.0777
Si 19.0597 8.1608 25.6046 0.009 -0.002 0.0131
Si 16.3977 10.8301 25.721 0.0104 -0.0355 0.0176
Si 18.9791 -2.7144 25.555 -0.0201 0.0454 0.0206
Si 21.9097 0.0563 25.7965 -0.0572 -0.0231 0.0995
Si 24.4275 2.7327 25.5167 -0.0389 0.0267 0.0366
Si 21.7833 5.5509 25.9509 -0.0157 -0.0143 0.0649
Si 24.5319 8.2147 25.8414 -0.0038 -0.0004 0.0437
Si 21.8264 10.8497 25.773 0.0212 -0.008 0.027
Si 24.6956 -2.7182 25.8053 -0.0123 -0.1038 0.0164
Si 27.248 -0.0691 25.5829 -0.0059 -0.0482 0.0281
Si 29.8247 2.6126 25.7562 0.0436 0.0527 0.0584
Si 27.1474 5.3372 25.8914 0.0306 0.0342 0.0502
Si 29.9431 8.0331 25.7626 0.0279 -0.034 0.0265
Si 27.2202 10.8129 25.8499 0.0275 0.0052 0.0752
Si 29.8261 -2.6901 25.9085 -0.0171 0.0169 0.0597
Si 0.9257 -1.4681 27.1245 0.1784 -0.0416 -0.6766
Si 4.4102 1.5437 27.248 -0.2767 -0.1512 -0.7046
Si 1.5139 4.284 27.3703 -0.1762 -0.2747 -0.7609
Si 3.7459 6.5558 27.2347 0.1944 0.1007 -0.6784
Si 1.0957 9.2275 27.2458 -0.0124 0.2376 -0.7719
Si 4.0908 12.4909 27.2623 -0.0373 -0.2135 -0.729
Si 6.5088 -1.8137 27.2776 0.1726 0.2513 -0.7494
Si 9.5112 1.3503 26.7789 0.0702 0.119 -0.5875
Si 6.5417 3.927 27.1564 0.2209 0.1368 -0.6512
Si 9.6473 7.1512 26.9209 0.0172 -0.2503 -0.7011
Si 7.1714 9.9358 27.425 -0.2468 -0.2174 -0.6923
Si 9.5705 12.0554 27.3786 0.1061 0.2834 -0.6894
Si 12.5686 -1.2263 27.0104 -0.2054 -0.0624 -0.7265
Si 14.6966 1.0987 27.2736 0.2829 0.2601 -0.6748
Si 12.6036 4.4567 27.2498 -0.2588 -0.1703 -0.7377
Si 14.6736 6.8077 27.0477 0.2126 0.0198 -0.6632
Si 12.0061 9.1429 26.995 0.0799 0.2234 -0.8201
Si 15.3045 12.522 26.8481 0.0371 -0.0077 -0.6904
Si 17.5229 -1.6483 27.0546 0.0575 0.1671 -0.7047
Si 20.8755 1.6418 27.2054 -0.2556 -0.1404 -0.7898
Si 17.8352 4.4079 27.1944 -0.1544 -0.2754 -0.7066
Si 20.0292 6.6899 27.1302 0.3878 0.1097 -0.6924
Si 18.0231 9.6921 27.014 -0.3103 -0.1289 -0.6884
Si 20.0989 12.0249 26.7796 0.173 -0.0433 -0.729
Si 23.712 -0.941 26.9634 0.0048 0.0545 -0.6933
Si 25.7942 1.3043 26.6981 -0.0292 -0.0086 -0.4825
Si 23.0583 3.8795 27.001 -0.0264 0.2137 -0.7803
Si 26.1289 7.098 27.1554 -0.0602 -0.1926 -0.7686
Si 23.3524 9.7375 27.2093 -0.0912 -0.1269 -0.7004
Si 25.6838 11.9127 27.2327 0.1697 0.2005 -0.6781
Si 28.6853 -1.0175 27.1761 -0.1563 -0.351 -0.6351
Si 31.0423 1.0302 26.9478 0.0093 0.1882 -0.729
Si 28.0542 3.4384 27.0336 0.0187 0.1667 -0.7318
Si 31.3744 7.108 27.4078 -0.1155 -0.3354 -0.7349
Si 28.4421 9.1957 27.0431 -0.0465 0.1697 -0.7187
Si 31.3962 -3.75 27.2967 -0.0704 -0.2095 -0.697
Si 31.1745 -0.9365 31.2003 -0.0761 -0.0242 0.0121
Si 18.0178 3.9479 35.8833 0.0284 0.0454 0.1666
Si 0.8306 3.2422 30.3217 -0.0478 0.1063 -0.1239
Si 10.0147 7.3434 35.6335 0.1121 -0.0155 0.0186
Si 5.1944 0.9361 29.9777 -0.0497 -0.1303 -0.021
Si 9.6497 -0.4813 36.7681 -0.0677 -0.2025 0.1636
Si 7.4014 7.0152 31.2915 0.0569 0.099 0.1138
Si 11.679 -3.0987 29.46 -0.0305 -0.1024 -0.1131
Si 4.0439 9.478 31.618 0.0411 -0.1031 0.0098
Si 12.6826 7.98 36.7886 0.0321 -0.0508 0.0295
Si 16.3113 7.2243 33.5309 0.0057 -0.0123 -0.0466
Si 13.8975 3.9885 31.9547 0.0443 0.0331 0.1381
Si 13.3458 3.1171 36.4287 -0.0138 0.0132 0.1875
Si 26.5122 -3.4031 32.9463 0.0437 -0.2491 -0.0663
Si 18.8086 8.1443 29.4176 0.0535 0.0761 -0.2691
Si 17.6559 3.474 29.9966 -0.0741 0.1541 -0.0853
Si 19.8594 10.7355 34.236 -0.151 -0.0798 -0.0057
Si 21.5108 6.6605 31.9197 0.0136 0.0132 -0.0125
Si 29.037 -2.2524 34.0471 0.1884 0.0252 0.0349
Si 15.1973 1.9461 30.346 -0.1148 -0.2888 -0.1375
Si 27.9449 4.4402 29.7187 -0.0289 0.0895 0.0109
Si 23.1934 -2.3742 29.6709 0.1066 -0.0889 -0.0483
Si 24.7949 10.7646 34.0356 -0.0374 0.092 0.0789
Si 28.0575 1.953 31.2407 0.066 -0.0564 -0.0778
Si 25.1787 1.0568 34.6665 -0.1189 0.2059 -0.0465
Si 29.7552 6.7332 30.2227 0.1224 0.0136 -0.1745
Si 25.0127 5.1566 29.1807 0.0007 0.0475 -0.1855
Si 19.8538 1.4713 29.9904 0.1051 -0.1637 -0.0036
Si 20.0922 6.0425 36.014 0.0236 -0.0641 0.1263
Si 25.8005 -3.9122 30.1855 0.1111 0.0045 -0.0964
Si 5.4714 2.9976 32.1041 0.1079 -0.0512 -0.028
Si 7.4474 0.9686 33.0095 0.0306 -0.0029 -0.0754
Si 4.8438 6.9327 36.0006 -0.0017 0.1252 0.1122
Si 2.3784 10.9885 29.4747 0.0035 0.0471 -0.2093
Si 1.254 6.1668 33.6717 -0.1481 -0.0237 0.0008
Si 7.3308 -3.9036 31.9085 0.027 0.0208 0.0231
Si 2.4279 -2.7384 36.564 0.0363 0.0423 0.164
Si 31.3751 -3.3508 32.8643 0.1171 0.0424 0.1021
Si 16.0889 -2.7028 31.1652 0.0034 0.0324 -0.0204
Si 1.4973 10.7789 35.8604 0.0293 -0.1097 0.0934
Si 29.937 9.494 34.1463 0.1048 0.1038 0.0641
Si 0.3059 0.5523 29.172 0.0547 0.0926 -0.2019
Si 12.1263 8.4238 33.9431 0.0701 0.0219 0.2052
Si 18.675 -1.2662 29.9547 -0.1358 -0.0082 -0.1539
Si 4.1345 9.6553 34.7341 0.0852 0.0802 -0.0486
Si 7.3886 4.8939 33.1933 -0.1153 0.0411 0.0006
Si 14.3542 11.6147 29.613 -0.1684 0.1278 0.0651
Si 10.6511 3.2148 28.991 0.1406 -0.0176 -0.004
Si 3.5646 1.9462 35.7486 -0.0176 -0.0487 0.1938
Si 14.0237 8.7637 29.2184 0.098 -0.0045 -0.2389
Si 16.0559 -2.1274 34.0181 -0.057 0.0194 -0.0741
Si 9.7592 4.5041 34.7585 0.0693 -0.0249 0.0432
Si 9.7539 1.1611 30.9457 -0.1303 -0.0982 -0.04
Si 22.0307 2.179 32.081 0.0164 0.138 -0.0902
Si 9.3154 -4.4844 35.7856 0.1413 0.008 0.1447
Si 20.3192 10.2529 31.1322 0.1118 -0.0205 -0.0316
Si 23.4937 -2.7223 36.7519 0.0121 -0.0752 0.157
Si 14.4576 -0.5527 32.1187 0.0606 -0.0013 -0.0263
Si 18.4002 6.0913 31.4862 -0.0334 0.1119 -0.0388
Si 22.2041 1.7289 34.8867 0.0824 0.0117 -0.01
Si 16.9668 9.8167 35.3458 0.0364 -0.0614 0.1649
Si 11.881 2.9932 33.8769 0.0512 0.0739 0.0793
Si 22.739 8.7233 30.1459 -0.0398 0.1088 -0.0716
Si 23.8377 -2.8001 33.8036 -0.1284 -0.128 0.0622
Si 26.8756 5.5545 36.6027 -0.0004 -0.0167 0.0582
Si 28.9622 7.9499 36.6108 0.0427 -0.0094 0.2291
Si 28.3743 -0.6456 30.1312 -0.0854 0.0799 -0.1436
Si 23.7602 8.9778 36.365 0.0052 -0.0689 0.1255
Si 4.4141 6.8798 30.231 -0.0649 0.0273 -0.0094
Si 25.1678 4.229 34.5311 -0.1028 -0.1278 0.0525
Si 30.126 10.6622 29.347 -0.0141 0.1065 -0.1432
Si 6.9631 9.7542 30.5226 0.0601 0.0132 -0.1574
Si 27.0244 0.5292 36.9315 0.1413 0.035 0.0851
Si 7.5443 7.9888 36.8672 -0.0851 0.1107 0.1608
Si 0.2881 9.1287 33.4905 0.0211 -0.0374 0.0443
Si 31.4811 4.7891 32.0867 0.068 -0.0391 0.0204
Si 30.9213 3.1709 34.6057 -0.0224 0.1897 -0.0549
Si 5.7464 -1.2859 32.0946 0.0251 0.0449 -0.005
Si 23.7305 4.5816 31.864 -0.0583 -0.0865 0.0029
Si 6.8611 -1.8934 36.2603 0.0276 -0.0506 -0.0034
Si 8.3969 5.3933 29.0453 -0.1008 -0.0361 0.0007
Si 5.6142 4.2521 35.74 0.0353 -0.0278 0.1919
Si 3.1524 4.6892 31.8708 -0.007 0.0765 0.0074
Si 6.6739 -4.7797 34.832 -0.0475 0.0779 0.0991
Si 7.8508 0.0412 28.9227 -0.0193 -0.1308 0.0293
Si 20.6592 -3.5143 29.6292 -0.0499 -0.0541 0.0655
Si 11.8542 11.313 34.3691 -0.0887 0.1024 0.1086
Si 9.5995 1.7016 34.8685 -0.0208 0.1742 0.0397
Si 4.3464 -0.9084 34.8075 0.0532 -0.0259 0.1382
Si 9.9385 -3.0189 33.3129 -0.0385 -0.1492 0.0498
Si 14.7262 -4.3306 35.6343 0.0241 -0.0479 0.1057
Si 11.4571 -1.0891 31.9238 0.0778 -0.1397 -0.146
Si 19.5473 1.4522 35.9502 0.0874 -0.0455 -0.0001
Si 22.5408 4.3431 36.121 -0.0126 -0.0409 0.0526
Si 13.8318 7.101 31.7538 0.2514 0.0552 0.0138
Si 29.4443 2.3575 36.8736 -0.0418 0.0289 0.0306
Si -0.076 10.7037 31.0212 0.0717 0.0178 -0.0361
Si 21.4748 8.245 34.605 0.0146 -0.1096 0.0475
Si 20.433 -3.2792 36.1062 0.0259 -0.035 0.1375
Si 26.0172 0.2204 31.8347 0.0698 0.0454 -0.0968
Si 15.3647 4.5255 34.6165 -0.1249 0.0518 0.0314
Si 30.6485 -4.0259 35.5271 0.0861 0.0408 0.1299
Si 18.3065 -1.2266 35.9194 -0.0424 -0.0696 0.1029
Si 23.0698 -0.6895 31.898 0.081 -0.1127 0.1187
Si 29.9133 0.6842 33.2915 -0.049 -0.0464 -0.0368
Si 28.4976 9.4441 31.3938 -0.0725 -0.0736 -0.101
Si 25.307 9.6155 31.3377 0.1705 0.0106 -0.0239
Si 1.1915 3.9003 35.6702 0.0196 0.0235 0.1022
Si 1.3394 14.9606 5.4231 -0.0044 0.0104 -0.0116
Si 4.0784 1.3508 5.4765 0.0248 0.0104 -0.0066
Si 1.3375 4.0864 5.4543 -0.0161 0.0084 0.0095
Si 4.0333 6.8256 5.4886 -0.0198 -0.0006 0.0021
Si 1.3692 9.5468 5.3933 0.0035 -0.017 -0.0182
Si 4.0652 12.2197 5.4377 0.0097 0.0039 -0.0084
Si 6.817 14.9135 5.4848 0.0054 0.0041 -0.0153
Si 9.5524 1.307 5.5145 0.0129 -0.0013 -0.0064
Si 6.7936 4.0724 5.5048 0.0146 0.0261 -0.0097
Si 9.5286 6.7349 5.4887 -0.0151 -0.0265 0.0068
Si 6.7747 9.5237 5.4788 -0.0127 0.0189 -0.0246
Si 9.5306 12.2037 5.4785 0.0197 0.0135 0.0025
Si 12.2711 14.9245 5.4529 -0.0075 -0.0081 0.0067
Si 14.9565 1.3582 5.4275 -0.0065 -0.0216 -0.0003
Si 12.252 4.0774 5.4781 0.0005 0.0022 -0.0044
Si 14.966 6.764 5.4389 0.0063 -0.0062 -0.002
Si 12.2525 9.4611 5.4698 -0.0025 -0.0161 -0.0126
Si 14.9638 12.2224 5.4611 0.0083 -0.0073 -0.007
Si 17.6722 14.9779 5.4369 0.0096 0.0138 -0.0102
Si 20.3667 1.3664 5.414 0.0062 0.0042 0.0009
Si 17.6382 4.0666 5.3941 0.0011 0.0044 -0.0238
Si 20.3684 6.8076 5.4822 0.0111 0.0058 0.008
Si 17.6672 9.5299 5.43 0.0113 0.0031 -0.0078
Si 20.3611 12.2602 5.4449 0.0045 -0.0021 0.0063
Si 23.0864 14.9992 5.4366 -0.0319 0.0055 -0.0037
Si 25.8578 1.3526 5.429 -0.0173 -0.0084 -0.0162
Si 23.1231 4.0939 5.45 -0.0079 -0.0038 -0.0027
Si 25.8852 6.8251 5.435 0.0325 -0.0153 -0.0112
Si 23.1016 9.569 5.5047 -0.0137 0.0133 0.0062
Si 25.8437 12.3143 5.5152 -0.001 0.0065 0
Si 28.5854 14.9859 5.4058 -0.019 -0.0093 -0.0106
Si 31.2835 1.3519 5.4016 0.0001 0.0024 -0.0062
Si 28.5982 4.0739 5.4399 0.0162 0.0021 -0.0089
Si 31.3322 6.7932 5.4296 0.0018 -0.0147 -0.0071
Si 28.6097 9.5507 5.4437 0.0092 -0.0199 -0.0111
Si 31.2848 12.2549 5.3607 -0.0053 -0.0025 -0.0201
Si 2.7084 -0.0177 6.8038 -0.0047 -0.0034 -0.0009
Si 5.4286 2.7088 6.8434 -0.0154 0.0096 -0.0075
Si 2.6934 5.4398 6.8266 0.0034 0.0192 0.0014
Si 5.4237 8.1617 6.8362 0.009 -0.0196 -0.0054
Si 2.7122 10.8723 6.8004 0.0065 0.0096 0.001
Si 5.4301 13.5681 6.8159 0.0027 -0.0095 -0.0053
Si 8.1652 -0.0381 6.8476 0.0034 0.0002 -0.0036
Si 10.903 2.7002 6.8381 0.0016 -0.0078 0.0011
Si 8.1637 5.4097 6.8609 0.0184 -0.0131 0.0038
Si 10.8753 8.1269 6.8308 -0.001 0.0054 -0.0061
Si 8.1484 10.87 6.8346 -0.009 0.0006 -0.0017
Si 10.8973 13.5754 6.8179 -0.0086 0.0009 -0.009
Si 13.605 -0.0041 6.8024 -0.0088 0.0161 -0.0026
Si 16.3117 2.7136 6.7935 0.0026 -0.0001 -0.007
Si 13.6074 5.435 6.8279 -0.0071 -0.0048 0.0038
Si 16.3147 8.1524 6.7879 -0.0026 0.0006 -0.0077
Si 13.6013 10.8538 6.8131 -0.0145 0.0135 -0.0079
Si 16.3219 13.6025 6.8 0.0006 -0.011 -0.0004
Si 19.032 0.0088 6.7989 0.0179 -0.0118 0.0071
Si 21.7435 2.7242 6.7806 -0.0017 -0.0044 -0.0079
Si 18.9957 5.423 6.7888 0.0066 0.0134 -0.0044
Si 21.7463 8.1707 6.8254 0.0062 -0.0074 -0.0065
Si 19.0209 10.8858 6.8042 -0.0124 0.0091 -0.0084
Si 21.7441 13.6158 6.7941 0.0096 0.0043 -0.0043
Si 24.4745 0.0188 6.793 0.0046 -0.0058 -0.0079
Si 27.2182 2.719 6.786 0.0104 -0.002 -0.0049
Si 24.4982 5.4643 6.7858 -0.0212 0.0159 -0.0101
Si 27.2389 8.1821 6.7957 -0.0062 0.006 0.0004
Si 24.486 10.9175 6.8397 0.0056 -0.0052 -0.0011
Si 27.2279 13.6652 6.8212 -0.0191 -0.0005 0.0053
Si 29.936 0.0074 6.7828 0.0062 -0.0049 0.0042
Si -0.0169 2.7129 6.7917 -0.012 0.0232 -0.0024
Si 29.9562 5.4417 6.7904 -0.0072 0.0048 -0.0014
Si 0.0329 8.1734 6.7785 -0.0028 -0.0094 0.0003
Si 29.9601 10.9122 6.7859 -0.0004 -0.0097 0.0012
Si -0.0129 13.5939 6.7699 0.0101 0.0033 0.0036
Si 1.3565 1.3592 8.1529 0.0053 0.0083 -0.0021
Si 4.0695 4.0841 8.1807 0.0229 0.0137 -0.0003
Si 1.3536 6.8108 8.1756 0.0024 -0.007 0.009
Si 4.0663 9.523 8.1816 0.0037 -0.0007 0.0032
Si 1.3531 12.2441 8.145 -0.0083 -0.0137 0.0003
Si 4.0713 14.9429 8.1641 -0.0057 -0.005 -0.0054
Si 6.7956 1.3372 8.1854 -0.0056 -0.0006 -0.0061
Si 9.5271 4.0474 8.1986 -0.0209 0.0029 0.0034
Si 6.7951 6.7962 8.1856 0.0138 0.0112 -0.004
Si 9.5118 9.5 8.1795 -0.0019 -0.0093 -0.0031
Si 6.7929 12.2297 8.1895 0.0072 0.0018 0.0061
Si 9.5368 14.9322 8.1891 0.0076 0.0035 0.0068
Si 12.2564 1.3433 8.1876 0.0001 -0.001 0.0046
Si 14.96 4.0659 8.1724 -0.01 -0.0049 0.0077
Si 12.2424 6.7859 8.1893 0.0051 0.0018 0.0105
Si 14.9636 9.505 8.1679 0.0094 0.0034 0.0002
Si 12.2425 12.2129 8.1771 -0.0144 -0.0139 0.0081
Si 14.9597 14.9554 8.1621 -0.0014 0.0011 0.0031
Si 17.6747 1.3645 8.1583 0.0035 0.0076 0.0071
Si 20.3841 4.082 8.1428 0.0019 -0.0035 -0.0001
Si 17.6623 6.7942 8.1584 -0.0086 -0.0097 0.0019
Si 20.3844 9.532 8.1684 0.0012 0.0025 0.0066
Si 17.672 12.2452 8.1673 0.0132 0.0074 0.005
Si 20.3909 14.9699 8.1593 0.003 0.0065 0.0045
Si 23.1119 1.3757 8.1472 -0.002 -0.0005 -0.0018
Si 25.8543 4.0886 8.1372 -0.0014 -0.0016 0.0002
Si 23.1292 6.8085 8.1546 0.0023 0.0099 0.0095
Si 25.8591 9.5302 8.1564 -0.0233 -0.0181 -0.0013
Si 23.1113 12.2726 8.1715 0.0022 0.0009 0.005
Si 25.8416 14.9973 8.1679 0.0203 0.0035 0.0052
Si 28.5751 1.3637 8.1493 -0.0032 -0.0009 0.007
Si 31.2862 4.0755 8.1653 -0.0056 -0.0085 0.0064
Si 28.592 6.8069 8.1456 -0.0044 0.0088 -0.0021
Si 31.3083 9.5325 8.1407 0.0017 0.0177 -0.0034
Si 28.5808 12.2605 8.1465 -0.0092 -0.0004 -0.0031
Si 31.2859 14.9587 8.1433 -0.0165 -0.0048 0.0071
Si 0.0035 -0.0044 9.5119 -0.0003 -0.0064 0.0039
Si 2.7132 2.7136 9.5264 -0.0052 0.0014 0.0012
Si 0.0018 5.4393 9.5251 -0.0095 0.0093 0.0037
Si 2.7189 8.1573 9.5381 0.0031 -0.0134 0.005
Si 0.0124 10.8832 9.5176 0.0069 -0.0074 0.0045
Si 2.7122 13.5907 9.5217 0.0028 0.0019 0.0022
Si 5.4294 -0.0188 9.533 0.0004 0.0075 0.0019
Si 8.1536 2.6977 9.546 0.0177 -0.0023 0.0106
Si 5.4351 5.436 9.5399 -0.005 -0.0104 0.0072
Si 8.1526 8.1523 9.5461 -0.0047 -0.0008 0.0059
Si 5.4313 10.8734 9.5429 0.0028 -0.0002 0.0075
Si 8.16 13.5866 9.5432 -0.0064 0.0032 0.0039
Si 10.8846 -0.0122 9.5407 -0.0058 0.0069 0.0029
Si 13.6033 2.7136 9.5407 0.0042 -0.01 0.0061
Si 10.8783 5.4266 9.5449 0.0025 -0.0054 0.0033
Si 13.5981 8.1566 9.5365 -0.013 0.0042 -0.0001
Si 10.8722 10.8645 9.5368 -0.0033 0.0126 0.0003
Si 13.5983 13.5917 9.5237 -0.0033 0.0071 -0.0035
Si 16.3161 0.0008 9.5192 -0.0032 -0.0017 0.0024
Si 19.0355 2.7243 9.5157 0.0021 -0.0031 0.0008
Si 16.3099 5.4383 9.5272 0.0001 0.0062 0.0007
Si 19.0275 8.1585 9.5144 0.0065 0.0034 0.0003
Si 16.3147 10.878 9.5232 -0.0033 0.0021 -0.0046
Si 19.0353 13.6061 9.5197 0.0058 -0.0084 0.003
Si 21.7602 0.0096 9.5105 0.0087 -0.0124 0.0008
Si 24.4848 2.7343 9.4981 -0.0124 0.0062 0.0008
Si 21.7564 5.4431 9.4983 0.0021 0.002 0.0002
Si 24.4917 8.1688 9.5094 0.0082 -0.003 0.0072
Si 21.7549 10.8938 9.5172 0.0004 -0.0027 0.0007
Si 24.4877 13.6217 9.5195 -0.0014 -0.0019 0.0053
Si 27.2116 0.021 9.5212 -0.0174 0.0094 0.0044
Si 29.9269 2.7182 9.5197 -0.0036 0.0082 0.0025
Si 27.2185 5.4458 9.4978 0.0015 0.0046 0.0013
Si 29.9448 8.1714 9.5026 -0.0047 -0.0072 0.0052
Si 27.2202 10.8946 9.5055 0.0078 -0.0008 0.0073
Si 29.9333 13.6088 9.5163 0.005 0.0021 0.0086
Si 1.3619 -1.3608 10.8802 0.0026 0.003 -0.0035
Si 4.0755 1.3532 10.8874 0.0019 -0.0014 -0.0005
Si 1.3617 4.0783 10.8867 0.0027 0.0104 0.0017
Si 4.0774 6.7961 10.8975 0.0083 0.0135 0.0036
Si 1.3635 9.5233 10.8875 0.0009 0.004 0.003
Si 4.0726 12.2389 10.8922 -0.0021 -0.0009 -0.0005
Si 6.7963 -1.3686 10.8955 0.0084 -0.002 0.0033
Si 9.5174 1.3448 10.9 -0.0068 -0.0091 0.004
Si 6.7947 4.0706 10.8957 0.0022 0.0019 -0.0038
Si 9.5136 6.7902 10.8998 -0.0015 -0.0021 -0.0024
Si 6.7916 9.5138 10.9021 0.0006 -0.002 0.0039
Si 9.5146 12.2257 10.9012 -0.0025 -0.0075 0.0019
Si 12.2402 -1.3731 10.8943 -0.002 0.0006 0.0011
Si 14.9609 1.3535 10.8914 -0.0039 0.0025 0.0033
Si 12.2366 4.0702 10.9002 -0.0012 -0.0015 0.0022
Si 14.9523 6.7956 10.8928 -0.0023 -0.0073 0.0021
Si 12.2336 9.5119 10.8972 0.0046 -0.0035 0.0007
Si 14.9542 12.2353 10.8852 0.002 -0.0046 0.0024
Si 17.6736 -1.3583 10.8783 0.0066 0.0017 0.0009
Si 20.3987 1.3651 10.8708 0.0038 0.0023 0.003
Si 17.6774 4.0827 10.879 0.0027 0.0037 0.003
Si 20.4002 6.8034 10.8636 -0.0003 0.0025 0.0018
Si 17.674 9.5187 10.8793 -0.0021 0.0003 0.0001
Si 20.3957 12.2475 10.8779 0.0031 0.0086 0.0014
Si 23.1229 -1.3448 10.8741 0.0023 0.0087 0.0035
Si 25.8446 1.3791 10.8677 0.0177 0.0008 0.0025
Si 23.1217 4.0877 10.8584 -0.0006 -0.0046 0.0012
Si 25.8551 6.803 10.8591 -0.0098 -0.0003 0.002
Si 23.1256 9.5291 10.8634 0.0026 -0.0016 0.0038
Si 25.853 12.2497 10.8651 -0.0082 -0.0028 -0.0018
Si 28.5706 -1.3521 10.8728 -0.0103 -0.0037 -0.0048
Si 31.2886 1.356 10.8771 -0.0047 0.0047 -0.0044
Si 28.5679 4.0843 10.8695 0.0005 -0.0105 0.0045
Si 31.2866 6.8053 10.8765 -0.0006 -0.0039 0.0053
Si 28.5795 9.5276 10.8619 -0.0047 0 -0.0048
Si 31.2924 12.2443 10.8742 -0.0074 -0.0018 -0.0023
Si 2.7204 -0.0056 12.2481 -0.0011 -0.0013 0.0029
Si 5.434 2.712 12.2533 0.0026 0.0032 0.0029
Si 2.7206 5.4333 12.2531 0.0033 -0.0072 0.0023
Si 5.4332 8.154 12.2603 0.0006 -0.0073 0.0058
Si 2.7205 10.8772 12.2522 0.0021 -0.0065 0.0034
Si 5.4341 13.5955 12.2539 -0.0026 0.0009 -0.0024
Si 8.152 -0.0071 12.2583 0.0039 0.009 0.0007
Si 10.8693 2.7141 12.2562 -0.0024 0 -0.0017
Si 8.1499 5.4331 12.2575 0.0028 0.0004 0.0049
Si 10.8696 8.1549 12.2575 -0.0008 0.0025 0.0005
Si 8.1495 10.8738 12.2623 -0.002 0.0045 0.0033
Si 10.872 13.5945 12.2555 0.0003 0.0056 -0.0012
Si 13.5945 -0.0041 12.249 0.0016 0.0003 -0.0006
Si 16.3167 2.7237 12.2409 0 -0.0073 0.0014
Si 13.5893 5.4397 12.2537 -0.0019 0.0032 0.0004
Si 16.3128 8.1637 12.2422 -0.0002 0.0033 0.0006
Si 13.5911 10.8809 12.2491 -0.0092 0.0081 -0.0022
Si 16.314 13.6001 12.2392 -0.0017 0.0026 -0.0021
Si 19.0375 0.004 12.2291 -0.0026 -0.0057 -0.0012
Si 21.7651 2.7271 12.2216 0.0036 -0.0001 0.0001
Si 19.0408 5.4473 12.2289 0.0011 -0.0011 0
Si 21.7636 8.1655 12.219 0.0029 0.0008 0.0018
Si 19.0358 10.883 12.2325 0.0061 -0.0016 0.0005
Si 21.7626 13.6085 12.2273 0.0028 -0.0065 0.0009
Si 24.4895 0.0131 12.2258 -0.0027 0.0011 0.001
Si 27.2093 2.7265 12.2305 -0.0182 0.0093 0.0023
Si 24.489 5.444 12.2153 -0.0003 0.0015 0.0005
Si 27.2174 8.1623 12.2165 0.0038 -0.0037 0.0008
Si 24.4908 10.886 12.2201 0.0049 -0.0006 0.0021
Si 27.2139 13.6042 12.2286 0.0053 0.0045 0.0014
Si 29.931 -0.0008 12.239 0.0006 -0.0018 0.0004
Si 0.0063 2.714 12.243 -0.0043 -0.005 -0.0009
Si 29.9303 5.4393 12.2306 -0.0089 0.0091 0.0001
Si 0.008 8.1578 12.241 0.0009 -0.0035 -0.0008
Si 29.9365 10.8804 12.2299 0.0014 -0.0011 0.0011
Si 0.0089 13.5982 12.2415 0.0006 -0.0039 0.0018
Si 1.367 1.3571 13.6089 0.0002 0.0007 -0.0001
Si 4.0789 4.074 13.6165 0.0013 0.0003 -0.0005
Si 1.3626 6.7977 13.6072 -0.0033 0.0101 0.0008
Si 4.0747 9.5169 13.6162 0.0023 0.0046 0.0034
Si 1.3651 12.2391 13.6082 0.0007 0.0056 -0.0006
Si 4.0798 -1.3615 13.6143 0.0076 -0.0009 0.0014
Si 6.7938 1.3564 13.6179 0.004 -0.0076 -0.0011
Si 9.5075 4.0745 13.6174 0.0035 -0.0018 -0.0016
Si 6.7892 6.792 13.62 0.0005 0.0042 -0.0007
Si 9.507 9.5129 13.62 0.0016 -0.0038 0.004
Si 6.7882 12.2368 13.6193 -0.0011 0.0012 0.0037
Si 9.5102 -1.3643 13.617 -0.0069 -0.0053 0.0024
Si 12.2293 1.3544 13.609 -0.0015 -0.002 -0.0019
Si 14.9514 4.0792 13.6027 -0.0004 0.0049 -0.0018
Si 12.2267 6.7966 13.6167 -0.0006 -0.0053 0.0039
Si 14.9525 9.5228 13.6048 -0.005 -0.0047 0.0011
Si 12.2304 12.2369 13.6135 0.0045 -0.0074 0.0014
Si 14.9541 -1.3632 13.6032 0.0019 -0.0005 0.0022
Si 17.6787 1.362 13.5902 0.0044 0.002 -0.0014
Si 20.4051 4.0868 13.5803 0.0003 -0.002 0.0021
Si 17.679 6.8049 13.5912 0.0008 0.0012 0.0032
Si 20.4035 9.524 13.5817 -0.0026 0.0017 0.0029
Si 17.6754 12.2403 13.5946 0.002 -0.0016 0.0007
Si 20.3981 -1.3564 13.5847 0.0038 0.0075 -0.0023
Si 23.1265 1.3695 13.5817 0.0004 -0.0021 0.0018
Si 25.8464 4.0856 13.5812 0.006 -0.0037 0.0007
Si 23.128 6.8036 13.5724 0.0054 -0.0009 0.0003
Si 25.8551 9.521 13.5732 -0.0025 -0.0023 -0.0017
Si 23.1289 12.2462 13.5773 -0.0027 0.0044 -0.0006
Si 25.8528 -1.3511 13.5803 -0.0051 -0.0015 -0.0042
Si 28.5699 1.3631 13.5912 -0.0039 0.0044 -0.0024
Si 31.288 4.0788 13.5964 0.0013 0.0017 -0.0031
Si 28.5717 6.8009 13.5831 -0.0004 -0.0019 0.0014
Si 31.2934 9.5209 13.5957 -0.0065 -0.0023 -0.0004
Si 28.5775 12.2407 13.5849 -0.0038 -0.0038 -0.0048
Si 31.2922 -1.3614 13.6 -0.0031 0.0038 -0.0013
Si 0.0121 -0.0064 14.9661 0.0005 -0.0018 0.0015
Si 2.7247 2.7129 14.9782 0.0023 0.0014 0.0031
Si 0.0097 5.4308 14.9635 -0.0062 -0.0051 -0.0007
Si 2.7157 8.1567 14.9746 0.0055 -0.008 -0.0035
Si 0.0108 10.8743 14.9652 0.0049 -0.0021 -0.0008
Si 2.725 13.5939 14.9722 -0.0048 0 -0.0038
Si 5.4349 -0.0007 14.9806 0.0027 0.0068 0.0011
Si 8.1458 2.7206 14.9821 0.0038 0.007 -0.0013
Si 5.4307 5.4349 14.985 0.0026 0.0003 0.0006
Si 8.1425 8.1552 14.9809 -0.0034 -0.0035 0.001
Si 5.4293 10.876 14.9805 -0.0021 -0.0047 0.0017
Si 8.1415 13.6051 14.9775 0.0065 -0.0034 -0.0016
Si 10.8668 0.0019 14.9748 0.0033 0.009 -0.003
Si 13.5839 2.7234 14.9612 -0.0004 -0.0063 -0.0036
Si 10.8618 5.4382 14.9772 -0.0066 0.0036 0.005
Si 13.587 8.167 14.9643 0.0052 0.0084 -0.0003
Si 10.8627 10.8827 14.9735 -0.0021 0.0049 0.0017
Si 13.5915 13.6014 14.9665 -0.011 0.0036 -0.0028
Si 16.3159 0.005 14.9501 -0.0015 -0.0001 -0.0027
Si 19.0429 2.7265 14.9357 -0.0029 -0.0042 -0.0019
Si 16.3132 5.4476 14.9485 0.0019 -0.0023 -0.0004
Si 19.0417 8.1683 14.9439 0.0058 0.002 -0.0002
Si 16.3148 10.8854 14.9601 0 0.0026 -0.0015
Si 19.0389 13.6034 14.9456 -0.0036 -0.0028 -0.0008
Si 21.763 0.0062 14.9323 -0.0046 -0.0054 -0.0005
Si 24.4889 2.7259 14.9409 0.0017 0.0055 0.0004
Si 21.7683 5.4466 14.9353 0.003 0.0026 -0.0033
Si 24.4937 8.1591 14.9284 -0.0032 -0.0035 -0.0004
Si 21.7676 10.8862 14.9345 0.0078 -0.0021 0.0014
Si 24.4924 13.6056 14.9317 0.0074 0.0027 0.0009
Si 27.2131 -0.0005 14.9483 -0.0034 -0.0064 0.0021
Si 29.9303 2.7187 14.9548 -0.0004 -0.0058 -0.0009
Si 27.212 5.4391 14.9384 -0.0136 0.0021 -0.0003
Si 29.9384 8.1509 14.9441 -0.0038 0.0006 -0.0047
Si 27.2198 10.8737 14.9343 0.0073 0.0064 0.0007
Si 29.9387 13.5905 14.9534 -0.0009 0.0005 0.0003
Si 1.3718 -1.3663 16.3317 0.0096 -0.0051 0.0017
Si 4.082 1.3575 16.3486 0.0048 -0.0101 -0.0028
Si 1.369 4.0776 16.3344 -0.0007 -0.0024 -0.0006
Si 4.0681 6.7987 16.3413 -0.0074 0.0088 -0.0013
Si 1.3626 9.5168 16.3381 -0.0067 0.003 0.0001
Si 4.0722 12.2335 16.3448 0.0049 0.0046 0.002
Si 6.7867 -1.3573 16.3499 0 0.0035 -0.0007
Si 9.5075 1.3635 16.3398 -0.0059 -0.009 -0.0002
Si 6.7843 4.0746 16.3516 0.006 -0.0024 0.0035
Si 9.4935 6.7914 16.341 0.0082 0.0053 -0.0044
Si 6.7808 9.5141 16.344 0.0073 -0.0016 0.0056
Si 9.4969 12.2444 16.3317 -0.0092 0.0059 0.0003
Si 12.2286 -1.3596 16.3267 0.0095 -0.01 0.0061
Si 14.9496 1.3633 16.3058 -0.0013 0.0018 -0.0047
Si 12.2232 4.0774 16.3312 0.0032 -0.0038 -0.002
Si 14.9526 6.8061 16.3119 -0.007 -0.0026 -0.0037
Si 12.224 9.5242 16.3281 -0.0056 -0.0073 0.0023
Si 14.9559 12.2467 16.3232 0 -0.0031 0.0027
Si 17.679 -1.3537 16.3034 -0.0008 0.0033 -0.0028
Si 20.4045 1.3674 16.289 0.0054 -0.0011 -0.0052
Si 17.6796 4.0841 16.2909 0.0054 0.0014 -0.0027
Si 20.4075 6.8071 16.2926 -0.0023 -0.0015 0.0034
Si 17.6826 9.5251 16.31 0.0023 -0.0009 0.0001
Si 20.4066 12.244 16.2967 -0.0017 -0.0006 -0.0002
Si 23.1267 -1.3545 16.2834 -0.0033 0.0069 -0.0112
Si 25.8502 1.3648 16.2994 -0.0066 0.0016 -0.002
Si 23.1277 4.0875 16.2957 0.0011 -0.0068 0.0058
Si 25.8507 6.797 16.2905 0.0126 -0.0008 -0.0025
Si 23.1333 9.5205 16.2813 0.0028 0.0009 -0.0026
Si 25.8578 12.2391 16.2797 -0.0089 -0.0005 -0.0043
Si 28.5773 -1.3683 16.302 0.0062 0.0031 -0.0023
Si 31.2941 1.3606 16.316 -0.0072 0.0038 -0.0002
Si 28.5695 4.0829 16.3063 -0.0061 0.0085 0.0004
Si 31.2913 6.7933 16.3155 -0.0006 0.0088 -0.0026
Si 28.5822 9.5118 16.294 0.0014 -0.0097 -0.0025
Si 31.2982 12.2344 16.3236 -0.0065 0 0.0024
Si 2.7273 -0.0114 17.7028 -0.0068 0.0048 -0.0068
Si 5.4275 2.72 17.7252 0.0021 -0.0018 0.0025
Si 2.7176 5.4386 17.7097 0.0106 0.007 -0.0007
Si 5.4154 8.1595 17.7106 -0.0039 -0.0109 -0.0106
Si 2.7167 10.8721 17.7123 0.0028 -0.0047 -0.0035
Si 5.423 13.599 17.7081 -0.0008 -0.006 -0.002
Si 8.1416 0.0159 17.7071 0.0181 0.0142 -0.0056
Si 10.8622 2.7249 17.7048 0.001 0.0051 0.0003
Si 8.1338 5.4381 17.7173 -0.0082 0.0018 0.0004
Si 10.8524 8.1649 17.6819 -0.0089 -0.0046 -0.0015
Si 8.1314 10.8905 17.6947 0.0091 0.002 -0.0085
Si 10.8526 13.6124 17.685 -0.0122 -0.0146 -0.0122
Si 13.5955 0.0062 17.6727 -0.0086 0.0098 -0.0102
Si 16.3136 2.7306 17.6465 -0.0088 -0.0097 -0.0075
Si 13.5873 5.45 17.6705 0.0103 0.0109 -0.0011
Si 16.3199 8.1624 17.6657 0 0.0043 -0.0027
Si 13.5868 10.8908 17.6791 -0.0024 0.0018 0.0016
Si 16.3198 13.6166 17.673 0.0046 0.0021 -0.0008
Si 19.0461 0.0106 17.6473 -0.0011 0.0005 -0.0068
Si 21.7628 2.7256 17.6464 -0.0104 -0.0021 -0.0022
Si 19.0434 5.4424 17.6411 -0.0038 -0.0035 -0.0078
Si 21.7728 8.1689 17.6444 0.0087 0.0056 -0.0065
Si 19.0487 10.8881 17.6624 0.0017 -0.0023 -0.0014
Si 21.7743 13.6062 17.6443 0.0103 0.0101 0.0016
Si 24.4774 0.0064 17.6442 0.0034 -0.0193 -0.0007
Si 27.2107 2.7219 17.6617 -0.0013 -0.0047 0.0032
Si 24.4905 5.4443 17.6543 0.0007 0.0022 -0.0026
Si 27.2239 8.1467 17.6415 -0.0054 0.002 -0.0067
Si 24.5028 10.8753 17.6306 0.0044 0.0066 -0.0068
Si 27.2189 13.5819 17.6488 -0.0012 -0.0049 0.0033
Si 29.9414 -0.0143 17.6612 -0.0007 -0.0037 -0.0045
Si 0.0112 2.7147 17.6878 0.0021 -0.0074 -0.0006
Si 29.9311 5.4364 17.6722 0.0038 -0.0071 0
Si 0.0085 8.1427 17.688 -0.0083 -0.011 -0.007
Si 29.9451 10.8542 17.6658 -0.0052 0.0021 -0.0008
Si 0.0258 13.584 17.6916 0.0079 0.0235 -0.0033
Si 1.3703 1.3535 19.0519 0.001 -0.0081 -0.0099
Si 4.0666 4.0848 19.0869 -0.0031 0.0052 0.0062
Si 1.3602 6.798 19.0725 -0.0119 0.0075 -0.0035
Si 4.0649 9.5157 19.0889 0.0065 -0.0062 0.0004
Si 1.3674 12.2273 19.0842 -0.0029 -0.002 0.0059
Si 4.0673 -1.373 19.0845 0.007 0.0082 -0.0007
Si 6.7865 1.3633 19.0931 0.0065 -0.0091 -0.0003
Si 9.4927 4.0761 19.0775 0.0019 -0.0068 0.0018
Si 6.7539 6.7914 19.0761 0.0117 0.0112 -0.0027
Si 9.4895 9.5281 19.0397 0.0003 -0.0093 -0.0052
Si 6.7716 12.239 19.0724 0.0004 0.0035 -0.0009
Si 9.4996 -1.3455 19.0577 -0.0073 0.0119 -0.0063
Si 12.2376 1.3565 19.0414 0.0224 -0.0316 -0.0038
Si 14.9642 4.0936 19.0103 -0.0044 0.0026 -0.0063
Si 12.2115 6.7997 19.0279 0.0011 0.006 -0.0125
Si 14.9572 9.5252 19.0198 0.0006 -0.0038 0.0044
Si 12.2143 12.2535 19.0315 -0.0131 0.0241 -0.0006
Si 14.9629 -1.337 19.0361 -0.0099 0.0022 0.0061
Si 17.677 1.3725 18.9929 0.0079 0.0013 -0.0142
Si 20.3995 4.0855 18.9985 0.0022 0.0066 -0.0075
Si 17.6872 6.7909 19.0078 0.0121 -0.0168 0.0016
Si 20.416 9.5221 19.011 0.0013 0.0055 0.0038
Si 17.6983 12.2639 19.0174 -0.0065 -0.0037 -0.0005
Si 20.4227 -1.3387 18.9971 -0.0092 -0.0076 -0.0106
Si 23.1199 1.3701 19.008 -0.0011 0.005 -0.0051
Si 25.8465 4.0836 19.0182 0.0088 -0.0015 0.0001
Si 23.1318 6.8132 19.0043 -0.0093 -0.004 0.0036
Si 25.8679 9.5118 18.9799 0.0088 -0.0049 -0.0128
Si 23.1401 12.2296 18.981 0.0116 -0.0152 -0.0109
Si 25.8415 -1.3704 18.9755 -0.0207 0.0279 -0.0099
Si 28.5822 1.3519 19.0023 0.0116 -0.0127 -0.0017
Si 31.2964 4.0867 19.0365 -0.0102 -0.0007 -0.0079
Si 28.5726 6.8 19.025 -0.0214 0.0216 -0.0033
Si 31.2958 9.4967 19.0474 0.0082 -0.012 -0.0049
Si 28.5756 12.2057 19.0062 0.0167 -0.002 0.0005
Si 31.3086 -1.3648 19.0289 -0.0082 -0.0064 0.0026
Si 0.0255 -0.0132 20.4111 -0.0008 0.0032 0.0028
Si 2.6952 2.7224 20.4323 -0.0021 -0.0187 -0.0098
Si -0.0059 5.443 20.4289 0.0091 0.0001 -0.0015
Si 2.7119 8.148 20.4566 -0.0053 -0.006 -0.0027
Si 0.0228 10.8288 20.4267 -0.0129 -0.0035 0.0028
Si 2.7183 -2.7335 20.4667 0.0013 0.0014 0.0059
Si 5.4242 -0.0104 20.4448 0.0027 0.0092 0.0032
Si 8.1324 2.7326 20.4706 0.0136 -0.0026 0.0109
Si 5.4106 5.4386 20.4776 -0.0115 0.0016 0.0116
Si 8.1015 8.1903 20.3947 0.0087 -0.0019 -0.0114
Si 5.4062 10.8926 20.4544 0.0141 0.0041 -0.0053
Si 8.1254 -2.6978 20.4115 0.0151 0.0042 -0.0071
Si 10.8689 0.012 20.4144 -0.006 0.0147 0.0048
Si 13.6162 2.7294 20.3633 -0.0015 0.002 -0.0093
Si 10.856 5.4541 20.412 0.0032 0.0147 0.0157
Si 13.5819 8.1595 20.3637 -0.0137 -0.0146 0.0093
Si 10.8552 10.8876 20.3883 -0.0191 -0.0092 -0.0027
Si 13.5638 -2.68 20.3718 0.0022 -0.0229 0.0054
Si 16.346 0.0272 20.3812 -0.0044 0.0083 0.0056
Si 19.0239 2.7336 20.3469 0.0021 -0.0019 -0.0031
Si 16.3336 5.4344 20.3779 0 -0.0006 0.003
Si 19.0608 8.1406 20.3534 -0.0011 0.0055 0.0007
Si 16.3259 10.9009 20.3547 0.0051 0.0063 0.0095
Si 19.0816 -2.6931 20.362 -0.0027 0.0062 0.0065
Si 21.7619 0.02 20.3747 0.0037 0.0034 0.0193
Si 24.4694 2.7327 20.3693 -0.0039 -0.0034 0.0108
Si 21.7601 5.4506 20.3447 -0.0117 -0.0138 -0.0061
Si 24.5105 8.1764 20.3426 0.0145 0.0165 0.0034
Si 21.7918 10.8839 20.3556 0.0066 0.0132 0.0016
Si 24.5031 -2.7423 20.3327 0.0012 0.0033 0.0047
Si 27.1968 -0.0112 20.3205 0.0079 -0.0149 0.0105
Si 29.9503 2.6991 20.3664 -0.0074 -0.005 0.002
Si 27.2107 5.4421 20.3751 -0.0034 -0.0078 0.0076
Si 29.9274 8.1464 20.4067 0.0115 -0.0038 0.0048
Si 27.2304 10.8279 20.3655 -0.0218 -0.005 0.0051
Si 29.959 -2.7678 20.341 -0.0013 0.023 -0.011
O 31.9736 1.4588 28.2225 0.1268 0.4366 0.3613
O 4.1656 0.8585 28.7285 -0.6448 -0.1107 0.4634
O 17.9478 4.5786 31.1341 0.063 -0.1849 0.4963
O 4.2602 7.1786 28.6504 -0.1148 0.3398 0.1924
O 16.7231 3.7661 34.9751 -0.0526 -0.5219 -0.4755
O 2.0048 3.7271 31.3029 0.1931 -0.1308 0.3796
O 1.9348 9.7349 28.5512 0.1866 -0.2845 0.4004
O 10.3807 -3.8327 28.7607 -0.0798 0.0394 0.3088
O 3.712 9.7624 33.1738 -0.2031 0.2424 -0.0719
O 0.8295 10.1919 37.2282 -0.4815 0.0568 -0.2026
O 3.3124 10.561 30.6964 0.2353 0.2166 0.3159
O 8.6757 6.69 28.1428 -0.1269 0.2817 0.1357
O 7.171 -1.4085 28.7365 0.2703 -0.5143 0.6281
O 12.1734 -2.0526 28.3394 -0.075 0.2061 -0.0619
O 8.3889 10.9862 27.764 0.0041 -0.0626 0.3428
O 13.5583 -0.0405 27.5212 0.0499 -0.121 0.4852
O 13.6688 5.64 27.6315 -0.1234 -0.2516 0.3514
O 9.2129 0.4995 37.9548 0.077 -0.024 -0.0823
O 16.3932 -2.7558 27.5131 -0.0926 -0.1188 0.4891
O 19.9305 11.5149 30.2168 -0.5086 0.0452 -0.1319
O 20.6176 0.9403 28.6624 -0.0163 -0.2672 0.1673
O 20.752 2.1972 31.1193 -0.1884 0.2669 0.0926
O 15.79 5.497 38.2806 -0.1115 0.0983 -0.1174
O 17.0537 4.089 28.6107 -0.6222 0.2084 0.084
O 20.0533 7.5883 28.5085 0.6002 0.2433 0.2474
O 20.5556 -3.4018 28.0381 -0.0148 0.546 0.0321
O 1.2094 3.9394 37.2829 0.1675 -0.1729 -0.1526
O 17.771 8.9522 28.4595 -0.5589 0.054 0.4193
O 21.9949 -3.3 36.5295 -0.0725 -0.2327 -0.0735
O 24.537 -3.76 37.4384 -0.0758 -0.0444 -0.3632
O 29.9148 0.0003 27.5326 0.2339 0.2008 0.4568
O 24.3006 8.6109 30.5801 0.391 -0.4222 -0.3109
O 27.9954 -1.245 28.6627 -0.1883 -0.1688 0.1694
O 0.9412 3.8925 28.8435 -0.3554 0.2754 0.0531
O 0.014 5.6031 32.8213 -0.0548 -0.0337 -0.312
O 30.9735 0.366 32.1235 0.4851 0.4296 -0.1599
O 30.606 6.8196 28.8321 0.1308 -0.2922 0.1912
O 0.668 10.2684 34.5743 0.0042 0.2338 0.0609
O 29.4482 9.7318 28.2138 0.2738 -0.1683 0.1537
O -0.1109 -2.6222 27.7143 0.306 -0.2645 0.3888
O 10.45 2.0487 27.9048 0.1527 -0.2714 -0.1457
O 5.4784 10.4873 35.0787 0.0695 -0.145 0.3261
O 24.5473 -0.2307 31.4345 0.1114 -0.1163 -0.5515
O 12.1098 3.8417 28.6945 0.2109 0.0921 0.4737
O 15.3625 -0.7615 33.4552 0.0576 0.4615 0.4383
O 21.9531 2.8224 27.5711 -0.228 0.075 0.1977
O 12.0364 9.9635 33.5149 -0.1084 0.1533 -0.6554
O 19.7421 1.7951 37.5096 -0.4237 0.3446 0.0414
O 7.279 6.4831 32.8294 -0.0676 0.4398 0.376
O 29.7691 -3.1361 32.8945 -0.3009 -0.2091 -0.6066
O 17.4896 -1.8213 34.6732 0.1219 -0.0555 -0.0577
O 12.7403 2.381 35.1132 0.2324 -0.6724 -0.0735
O 14.1615 2.0329 37.3127 -0.1123 -0.0034 -0.3272
O 9.0266 -3.9216 37.2791 -0.4403 0.2955 -0.3033
O 15.6169 6.1105 34.4794 -0.1141 0.2306 0.5146
O 32.0623 5.5924 38.2363 -0.0619 0.0657 -0.642
O 25.6479 5.8644 37.5994 -0.5588 -0.5406 0.1534
O 26.4011 12.2888 28.6751 0.6834 -0.0296 0.0408
O 21.6617 0.0218 0.0497 0.0798 -0.1325 -0.0254
O 30.6901 1.3613 37.1502 0.1583 -0.3349 -0.4952
O 28.6718 1.5166 32.673 -0.4536 0.2202 0.5206
O 16.631 8.4908 34.4771 -0.2166 -0.0619 0.1119
O 4.2275 8.0785 35.066 -0.0221 -0.2221 -0.4285
O 21.8608 2.6899 33.6102 -0.3335 0.3572 0.0481
O 27.1355 -0.8032 31.2027 -0.129 -0.535 0.1845
O 26.8951 2.3136 27.4406 -0.0876 0.2181 0.6491
O 6.6819 4.0702 31.9813 0.2492 0.1277 -0.4178
O 19.417 9.028 30.6139 0.0121 -0.1323 0.5525
O 26.8865 9.2284 31.2651 0.0362 -0.3717 -0.1857
O 19.0008 0.2101 30.5536 0.0606 -0.0962 0.5331
O 3.2657 -1.9318 35.4478 0.1297 -0.001 -0.0967
O 22.7378 9.8068 37.2866 0.0279 0.3519 -0.5961
O 24.4405 10.9021 27.6298 0.1154 -0.1098 0.2686
O 30.5849 12.0604 28.6441 -0.0466 0.264 0.4295
O 14.7099 -4.383 37.2595 0.3366 -0.3335 0.0201
O 11.1899 7.3392 36.7605 -0.2191 -0.4431 0.142
O 3.2824 1.5912 37.3114 -0.5409 -0.0126 -0.1167
O 13.2536 -4.6068 35.0403 -0.0824 0.2032 -0.0763
O 6.0518 1.788 33.0054 -0.3807 -0.1217 0.4019
O 3.4887 -3.408 37.5786 0.4391 0.0989 -0.1175
O 27.7224 -0.8567 37.3621 -0.0801 -0.088 -0.6039
O 28.3521 5.9671 29.9719 -0.6316 0.3835 -0.22
O 14.4792 11.7962 28.0241 -0.3222 -0.3312 -0.0786
O 29.4128 -0.6866 33.9858 -0.0518 -0.1142 0.5063
O 28.6687 0.9669 30.0897 0.4547 0.1596 -0.3639
O 3.6351 7.9934 31.1161 -0.5945 -0.1206 0.2131
O 24.7747 0.2354 27.4963 0.0751 0.0272 0.3948
O 1.3352 -0.3663 28.2898 0.5709 0.2507 0.3928
O 9.4279 3.1479 35.6199 -0.0332 0.0062 0.6994
O 16.252 -3.0984 32.7309 0.2675 -0.4884 0.0757
O 30.2367 7.3355 37.3994 0.1879 -0.0044 -0.3323
O 5.0398 10.9847 38.3975 0.092 0.0978 -0.4928
O 10.2955 0.5118 35.6801 0.6711 -0.0773 -0.1444
O 7.078 -0.5708 32.7061 0.2479 -0.3771 0.1375
O 26.4512 1.6884 31.2751 -0.4182 0.48 -0.221
O 1.0122 11.5504 30.1597 -0.2457 0.6224 -0.1579
O 8.8361 -3.3742 32.189 0.0102 0.2752 -0.3569
O 22.631 4.7863 37.6588 -0.0936 0.5347 0.0065
O 28.1389 1.5543 36.3519 0.0337 0.0267 -0.6379
O 14.9056 -1.6175 30.9915 -0.1295 -0.1645 -0.6052
O 7.4841 11.273 30.762 0.3426 0.204 -0.3619
O 24.3205 5.3686 30.6006 -0.0022 0.5335 0.2218
O 12.1917 3.7689 37.3768 0.1179 -0.0704 -0.4551
O 24.9114 4.5246 32.9678 0.2738 0.3726 -0.2526
O 8.8154 8.372 35.953 0.1651 0.5092 -0.1129
O 26.2091 11.5615 33.8137 0.2766 -0.1428 0.3969
O 23.861 4.7474 35.3141 -0.0615 0.3238 -0.1942
O 11.3358 4.451 34.3781 0.2612 0.4224 -0.1099
O 20.2028 -4.0898 34.735 -0.0745 0.2439 -0.4101
O 31.1103 -4.1389 37.0809 0.463 -0.0913 -0.0895
O 31.4901 10.0413 29.9952 0.0115 -0.4286 -0.0902
O 14.6355 10.0576 29.966 0.5633 -0.074 0.3205
O 25.8349 0.2807 35.9017 -0.4113 -0.2932 -0.1081
O 14.9371 3.9072 33.1898 0.3991 -0.3045 0.021
O 16.9671 9.5869 36.9639 -0.3536 0.1339 -0.1135
O 4.5586 5.4471 35.4396 -0.395 0.0403 -0.1948
O 27.4883 -2.4637 33.7801 -0.1783 0.373 0.2275
O 22.2452 -3.6549 29.9197 0.206 -0.3689 0.4547
O 23.5611 0.857 34.6863 0.0209 -0.5359 -0.0398
O 4.2572 6.9023 37.4936 0.0883 -0.2972 -0.0157
O 31.3286 8.9373 33.5474 -0.0459 -0.1191 -0.0002
O 18.3722 0.3724 35.7706 -0.4866 0.2557 -0.1267
O 23.1239 -1.8355 28.1733 -0.1594 -0.358 -0.1978
O 21.3862 0.0929 38.4522 -0.1235 0.0711 -0.288
O 30.6452 4.0287 33.2584 -0.5138 0.003 -0.1827
O 27.6386 4.3797 37.3881 -0.0564 -0.4386 -0.5192
O 6.4407 7.186 36.0276 0.0782 -0.2994 -0.3277
O 10.3462 2.5665 30.42 -0.0232 0.325 0.4635
O 19.8228 -1.7964 35.908 0.2599 0.1755 -0.4015
O 4.931 2.8041 35.6415 0.385 -0.1358 -0.3679
O 13.0769 8.3298 35.2642 0.5347 -0.0096 -0.0481
O 23.3927 -1.4307 37.7034 0.155 0.2726 -0.2334
O -0.2101 3.3668 35.0993 0.1382 0.0052 0.1095
O 26.89 -3.6554 31.3777 0.7285 0.0371 -0.0585
O 8.1791 7.0159 37.9706 -0.0908 -0.2871 -0.1289
O 32.0797 3.7075 31.0275 -0.455 -0.3313 -0.1883
O 22.879 8.0173 35.3921 0.078 -0.2434 -0.4021
O 6.8471 9.2648 37.559 -0.1319 0.1623 -0.5736
O 1.0675 7.761 33.8616 0.1004 0.0234 0.1187
O 5.9788 6.9323 30.5555 -0.12 -0.2631 -0.2123
O 6.7023 9.4817 28.9329 -0.4914 -0.1887 0.0832
O 6.7284 -4.5646 33.2441 -0.5082 -0.3646 -0.2479
O 23.9955 4.351 28.2349 0.303 -0.2254 0.1963
O 3.7224 0.5901 34.8779 -0.1264 0.1856 -0.548
O 1.4634 -1.7352 37.3907 -0.1906 0.024 -0.4556
O 1.5389 -3.9244 35.9172 -0.4138 0.0076 -0.5978
O 28.3913 9.2569 37.3684 0.3331 0.3035 -0.4729
O 7.695 2.6331 38.3611 -0.0791 -0.1423 -0.2236
O 10.2789 5.3499 38.4051 0.1014 -0.1205 -0.5336
O 20.2732 6.2578 37.5984 0.3896 -0.1092 0.0897
O 10.8083 8.1454 27.4945 -0.122 0.033 0.3854
O 0.982 1.6308 30.1627 0.5288 -0.2813 0.2921
O 19.8773 10.6302 32.6303 -0.4752 0.0281 -0.1631
O 15.2715 7.5707 32.329 0.0696 0.458 -0.1747
O 24.6938 -2.7375 30.1057 -0.0227 0.5121 0.4008
O 32.1011 -0.5469 29.9694 -0.185 -0.551 -0.2881
O 8.5122 1.4914 31.9175 -0.0478 0.349 -0.0148
O 7.0657 4.6109 28.554 -0.3983 0.1121 0.5186
O 11.28 -3.9396 33.2954 0.4008 0.1621 -0.342
O 21.889 9.8703 30.9416 0.2959 0.238 0.2467
O 19.5809 -3.9111 37.3339 -0.5179 0.0381 -0.1338
O -0.294 -0.0405 38.36 -0.1598 0.1121 -0.1425
O 5.3033 -2.8275 27.7291 -0.0625 0.2574 0.187
O 12.691 7.5511 32.7628 -0.1565 -0.31 0.0424
O 2.2574 8.3011 38.2957 0.1351 0.007 -0.2673
O 16.7279 2.3332 30.6548 0.472 -0.4594 0.2842
O 25.0688 11.0429 30.6222 -0.3732 0.0872 -0.017
O 8.3599 5.9316 30.5585 0.4663 -0.2681 0.3167
O 9.6196 4.4087 28.7781 0.1701 0.1748 -0.3245
O 12.9579 -2.688 38.2025 0.0677 -0.0087 -0.3177
O 18.292 -1.1042 28.3838 -0.0344 0.1792 0.1015
O 19.0392 5.4575 27.5475 0.3167 -0.0813 0.185
O 8.1409 1.1821 34.4366 -0.1257 0.0276 0.2897
O 26.2995 1.1528 38.2114 0.4331 0.1692 0.1128
O 25.943 0.3631 33.4356 0.2737 -0.1567 0.2182
O 22.2843 0.6166 32.3241 -0.1073 -0.1092 0.4238
O 9.3037 -3.212 34.7781 -0.3118 0.719 0.055
O 31.781 -3.5113 34.4426 0.3477 0.2795 0.0424
O 18.6399 5.427 35.698 -0.3834 0.425 -0.1043
O 22.7116 9.0527 28.5493 -0.5189 -0.1439 0.2526
O 18.4163 10.3334 34.8451 0.2155 -0.1481 0.1766
O 12.8123 9.4247 28.3726 -0.2478 0.3385 0.5028
O 12.6021 3.1798 32.4684 -0.1136 -0.4081 -0.5239
O 11.3077 -2.217 30.7656 -0.2767 -0.069 0.0846
O 6.7304 1.0519 29.4712 0.3351 0.399 -0.1058
O 19.9924 6.1404 31.7595 -0.0131 -0.1042 0.067
O 24.1608 2.8372 38.5251 -0.1663 -0.0365 -0.2591
O 27.7965 6.8544 36.4901 0.2057 0.1427 -0.1437
O 17.5697 -1.5946 37.3191 -0.1306 -0.4135 0.0128
O 8.3233 0.4435 27.4437 -0.0836 -0.1102 -0.1972
O 21.0688 9.7941 34.7463 0.2191 0.3527 0.4811
O 18.619 8.1632 38.2967 0.2367 -0.1403 -0.2451
O 15.1199 1.4989 28.7974 0.2041 0.0004 0.1934
O 22.4815 -1.212 30.5169 -0.3596 0.1934 -0.2127
O 6.5488 -3.3397 35.5834 -0.1804 0.0123 -0.0385
O 22.4091 2.7364 36.1291 0.2871 -0.1984 0.6574
O 20.8849 0.871 35.2383 -0.0558 -0.5816 -0.2266
O 28.755 3.8996 28.4308 0.7449 -0.0773 -0.0216
O 13.8112 7.0238 37.4183 -0.0751 -0.1428 -0.2992
O 4.9924 -0.042 38.4133 -0.041 0.0597 -0.6227
O 29.7072 -1.401 30.665 0.0469 -0.6912 -0.1907
O 18.0145 6.9599 30.1701 -0.5724 -0.13 -0.1609
O 22.797 -1.8311 33.0358 -0.2876 -0.1938 0.2991
O 10.7461 11.105 35.558 0.2257 -0.4694 0.2707
O 3.2065 12.0442 28.5718 -0.2831 -0.0729 0.3487
O 5.618 9.6514 31.3931 -0.0139 0.1695 0.529
O 29.323 8.1635 30.8287 0.1411 0.014 -0.0781
O 2.5902 5.8391 32.8408 0.5267 0.2869 0.1376
O 19.9674 -2.1857 30.2056 0.4036 0.0147 0.4928
O 13.6692 5.5201 31.5902 0.0272 -0.1721 -0.3212
O 5.0808 -0.3783 30.9199 -0.3311 -0.0502 -0.2453
O 20.2343 7.4431 35.2533 -0.2981 0.3168 0.0348
O 5.4392 2.7909 27.5501 0.0842 0.1437 0.2038
O 30.1366 10.8495 35.0037 -0.2164 -0.0655 0.2217
O 26.4155 5.0591 35.1402 0.4567 0.237 -0.4918
O 10.4292 -1.5017 33.1034 -0.0501 0.2962 0.4853
O 24.6188 8.1489 37.4617 -0.0692 0.3219 -0.1852
O 4.9368 2.3371 30.737 -0.561 0.2713 -0.3273
O 12.9437 -0.9146 32.5117 -0.0292 -0.1367 0.5845
O 15.6003 -3.9783 30.3381 0.4231 -0.2812 -0.0263
O 19.0711 10.8949 27.3617 -0.1287 0.204 0.4311
O 29.0019 10.7328 30.5182 -0.1099 0.5368 0.3237
O 9.4148 5.8468 35.5592 -0.5031 -0.0085 0.234
O 14.6598 0.8919 31.4454 -0.2149 0.2984 0.0594
O 11.0501 0.3791 31.4517 0.4817 0.3957 -0.0146
O 27.2993 8.1596 27.639 0.2331 0.0773 0.2578
O 29.379 8.3494 35.1242 0.1832 -0.4843 -0.3848
O 30.6809 1.5976 34.3493 0.4234 -0.2673 0.2169
O 13.504 7.7491 30.3331 -0.3043 -0.2569 -0.1155
O 8.9428 4.4936 33.356 0.3909 -0.1976 -0.4898
O 17.6112 3.7474 37.4418 0.3822 -0.273 -0.0265
O 21.2574 5.0653 35.4821 -0.0353 -0.2199 -0.6987
O 3.8632 5.4146 30.6141 0.0936 -0.3258 -0.2099
O 29.8834 3.5147 35.8167 -0.0559 0.5579 -0.0502
O 10.875 -1.3808 37.3332 0.0546 -0.2521 -0.4123
O 15.804 10.9153 35.0829 -0.0065 -0.0264 -0.2571
O 23.6068 -4.4225 33.8754 -0.6999 -0.2198 0.0818
O 22.0437 7.3068 30.5282 0.0977 -0.2562 -0.2036
O 29.465 -2.9123 35.4611 -0.1295 0.0648 0.459
O 31.7532 11.6603 32.0306 -0.0607 -0.2223 0.0046
O 0.6477 9.5886 31.9638 0.2101 -0.1071 -0.3054
O 6.6189 -2.0396 37.8506 0.3624 -0.3863 0.0943
O 24.6622 9.978 35.4501 0.509 0.0938 0.2191
O 14.2999 4.2775 35.8165 0.1289 0.5125 0.1089
O 8.3536 -1.2454 36.1676 -0.1054 -0.1295 -0.5459
O 30.5849 5.8711 31.3037 -0.0762 0.0997 0.4536
O 17.6426 6.6392 32.8078 0.3795 -0.1275 0.1853
O 26.5983 11.0171 38.2045 -0.2043 0.1917 -0.3099
O 15.0119 7.8898 28.2482 0.6796 0.2727 0.103
O 6.1897 4.433 37.255 0.2043 0.5017 -0.0822
O 25.3769 6.5771 28.5069 0.0154 0.504 0.2425
O 15.8068 0.1571 38.2114 -0.2104 0.0035 -0.3095
O 25.4489 2.6518 34.7347 0.3386 0.0524 0.188
O 8.0697 10.9003 35.3491 0.0426 -0.4674 0.2594
O 2.3418 2.8599 35.2077 -0.2243 0.1184 -0.5736
O 19.0828 2.8658 35.3412 0.2173 0.0903 -0.4231
O 6.7465 4.4411 34.608 0.3758 -0.1338 0.0738
O 3.0099 10.2605 35.7079 0.3636 0.2658 0.4876
O 10.6113 2.0194 33.6381 0.0567 -0.3552 -0.4009
O 28.8831 9.7023 32.9408 -0.1289 0.3913 0.268
O 24.0575 -2.2842 35.3132 0.4771 0.4105 -0.0949
O 26.3727 4.3266 29.4071 -0.1479 -0.295 0.1916
O 15.1452 -2.8499 35.1337 -0.3889 0.3896 0.1392
O 18.9663 2.7076 29.4718 -0.0201 0.2823 -0.394
O 4.2045 3.7862 32.7204 -0.2832 0.2029 0.3523
O 22.4373 5.4122 32.3586 -0.0685 -0.2872 0.4185
O 23.2364 3.0736 31.4666 0.3868 -0.2427 -0.3236
O 7.9124 8.5538 31.1194 0.562 0.0772 0.2233
O 2.6778 5.3931 27.6526 0.1632 -0.1131 0.0738
O 5.7659 -0.8934 35.6025 0.1799 0.4054 0.0883
O 29.4286 -2.5689 38.3189 0.194 0.0217 -0.5476
O 29.2452 2.8815 38.4083 0.5607 -0.4102 0.265
O 6.2893 -2.7073 31.5189 -0.1562 -0.2159 -0.6024
O 17.4518 -2.0078 30.6878 0.0933 -0.1619 0.1132
O 10.4671 10.7613 38.5009 -0.0456 -0.2108 -0.5346
O 12.5603 9.3132 37.6885 0.5345 0.5134 -0.0063
O 28.3483 3.5064 30.9716 0.0491 0.2983 0.5012
O 14.3587 3.2973 30.5828 -0.2065 0.33 -0.4769
O 25.1489 -2.5588 32.9146 0.0635 0.3616 -0.454
O 10.6626 7.8223 34.2485 -0.2379 0.1441 -0.4161
O 21.6166 7.7971 33.0664 -0.0859 0.2553 -0.2637
O 12.8602 -4.1244 29.9392 -0.3037 -0.423 0.5758
O -0.0538 8.1655 27.7478 0.0379 -0.0301 0.2259
O 1.3775 5.4106 35.1005 0.0825 0.5408 0.5162
O 9.1521 0.1236 29.8449 0.4406 -0.3684 0.2098
O 24.7616 9.6557 32.8658 -0.4992 -0.5546 0.2633
O 31.9482 -2.0643 32.0762 0.7284 0.1536 0.2241
O 4.6463 -1.399 33.2847 -0.5268 -0.1446 -0.0601

Results
total energy: -218732.550 eV
total energy less fixed offsets of O -438.35, Si -107.03 eV per atom: -13.830 eV
